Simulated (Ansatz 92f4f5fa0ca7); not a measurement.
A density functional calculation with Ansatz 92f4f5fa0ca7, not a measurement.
Periodic cell of 260 atoms, Si140O88H32, with a vacuum gap, from a study of silicon, its oxide and their interface. The atomic structure is a simulated model.

Settings
functional: r2SCAN
potential files: Ansatz PAW
basis: plane waves
wave-function cutoff: 800 eV
density cutoff ratio: 5
exchange-correlation grid ratio: 1
k mesh: 1 x 1 x 1, shifted by 0.5 0.5 0 of a step
self-consistency stop: 1e-11 eV per atom in the density residual
occupations: fixed
spin: none
net charge: 0
applied field: sawtooth along c, amplitude -0.015 V/angstrom in the program's sign convention, ramp centred at 0.9890 of c and 0.0219 of c wide, no dipole correction

Cell vectors (angstrom)
a  10.888  0  0
b  0  10.888  0
c  0  0  45.5735

Atoms: element, x, y, z (angstrom)
Si  -1.4896  0.7843  26.2863
Si  0.331  2.5256  30.519
Si  4.3354  8.7355  29.8522
Si  2.8826  6.8516  27.9092
Si  5.2093  3.4181  29.2766
Si  7.3009  1.8332  31.7034
Si  6.15  7.8973  31.2318
Si  8.1013  9.0036  30.4544
Si  2.8756  5.5836  33.1262
Si  4.6354  4.4211  31.9939
Si  1.4742  7.0968  31.9528
Si  7.5874  11.2444  29.9089
Si  9.1933  5.0989  27.9679
Si  8.3713  5.0987  33.4158
Si  5.2307  8.6033  33.3587
Si  10.8426  8.1216  33.387
Si  -0.6634  3.4354  33.3327
Si  3.2748  -0.8085  33.2477
Si  -1.1641  9.6604  32.0188
Si  2.4594  9.1465  31.1945
Si  5.5276  2.6116  33.1575
Si  8.3766  0.2965  33.2337
Si  6.7732  5.5909  31.6433
Si  7.3256  3.8287  30.1721
Si  1.348  4.2146  34.3894
Si  4.0743  1.2063  34.3693
Si  1.4513  9.4222  34.6606
Si  4.1755  6.87  34.6083
Si  6.8146  3.9197  34.6964
Si  9.6256  1.5482  34.6988
Si  6.9001  9.7471  34.5432
Si  9.4504  6.7696  34.6602
Si  0.1103  0.048  35.9119
Si  2.6798  2.6753  35.7073
Si  0.0329  5.4665  35.9532
Si  2.745  8.0769  36.0431
Si  5.4432  0.047  35.9355
Si  8.1527  2.6641  36.1163
Si  5.4777  5.4208  35.9197
Si  8.1294  8.2364  35.9062
Si  1.4215  1.3919  37.2674
Si  4.0391  4.0382  37.1757
Si  1.364  6.7641  37.3757
Si  4.1064  9.5188  37.2816
Si  6.7592  1.3297  37.3959
Si  9.5573  4.0945  37.3152
Si  6.8019  6.8247  37.2798
Si  9.5595  9.5556  37.2344
Si  0.0199  2.7152  38.6416
Si  2.745  -0.0053  38.6273
Si  -0.0131  8.1803  38.6421
Si  2.7231  5.3652  38.6522
Si  5.3824  2.7401  38.6416
Si  8.17  -0.048  38.6601
Si  5.4197  8.1456  38.6485
Si  8.1808  5.46  38.6344
Si  1.3545  4.0515  6.9641
Si  4.0455  1.3633  6.9378
Si  1.3594  9.5294  6.9215
Si  4.0685  6.7698  6.9357
Si  6.7959  4.0809  6.9023
Si  9.5333  1.3498  6.9179
Si  6.7753  9.4945  6.9291
Si  9.5253  6.8014  6.9316
Si  0.0313  0.0289  8.2839
Si  2.6845  2.6879  8.3254
Si  -0.027  5.4096  8.3055
Si  2.6684  8.1193  8.2969
Si  5.4023  -0.0037  8.2691
Si  8.126  2.6725  8.2744
Si  5.4663  5.4326  8.2791
Si  8.1232  8.1274  8.2502
Si  1.3279  1.3833  9.7506
Si  4.1106  4.0397  9.5922
Si  1.3165  6.7462  9.7022
Si  4.0132  9.5386  9.6082
Si  6.7587  1.3129  9.6663
Si  9.4798  4.0259  9.6396
Si  6.8208  6.7739  9.6598
Si  9.4822  9.5368  9.4947
Si  -0.1318  2.6959  11.1097
Si  2.7236  0.0099  11.0709
Si  2.4197  7.8754  13.3542
Si  2.7442  5.2889  10.995
Si  5.4533  2.7609  11.0305
Si  8.1124  -0.1533  10.9373
Si  5.3785  8.161  10.9041
Si  8.1936  5.4001  11.0354
Si  1.2402  4.1308  12.4294
Si  4.1662  1.3739  12.401
Si  -1.3841  6.8132  12.4091
Si  5.6865  5.8617  13.7126
Si  7.8407  2.5842  13.7327
Si  9.2486  1.2955  12.3566
Si  5.5976  11.3909  14.0648
Si  10.7149  8.1869  10.8904
Si  -0.7133  0.109  14.1346
Si  -0.9822  2.4793  15.9091
Si  0.5814  6.1284  13.5113
Si  1.2454  9.4567  12.2043
Si  6.9298  -1.7065  12.3091
Si  6.7468  4.1737  12.4395
Si  4.0991  6.7566  12.243
Si  7.6583  7.4679  13.7743
Si  1.973  -18.8886  25.519
Si  0.6589  -0.7033  22.6888
Si  21.7318  -9.4921  20.686
Si  7.3445  14.9384  19.8673
Si  -10.2843  -0.3735  30.6323
Si  -0.4676  -3.4044  17.788
Si  -7.9685  13.0651  14.1806
Si  16.5392  11.3672  28.6844
Si  -16.2778  -2.472  24.0521
Si  -11.9711  -7.2095  25.2523
Si  8.6084  1.4331  18.5325
Si  15.1124  4.6513  26.6162
Si  9.4877  3.8596  22.0717
Si  -9.8682  27.0215  29.5939
Si  27.1252  5.4438  23.9798
Si  4.1461  -11.1336  19.4535
Si  -12.1558  -10.0669  28.6999
Si  33.4148  -5.8455  16.359
Si  3.0891  17.8464  19.9232
Si  8.3911  8.756  15.6615
Si  -8.7456  9.0535  18.0691
Si  -14.91  20.8379  26.4178
Si  0.9891  -5.273  21.7255
Si  -0.2961  18.3639  23.7763
Si  3.9029  4.453  16.013
Si  3.2103  -0.5965  15.329
Si  18.5799  39.5847  22.8196
Si  24.9563  3.593  22.7614
Si  8.5911  8.1358  28.2692
Si  8.0613  -3.8595  19.6448
Si  0.4219  -2.5591  26.6185
Si  -25.7995  9.6425  18.2305
Si  -10.2465  22.0489  25.5132
Si  3.6209  -1.5877  21.9101
Si  24.7593  2.3026  20.1696
Si  15.3642  4.464  19.0394
O  14.4504  6.13  26.6466
O  -12.3651  -6.8824  23.7002
O  5.7361  3.8604  19.8543
O  1.122  1.1716  30.9363
O  -8.2533  -0.8381  19.2415
O  -27.622  4.3638  27.9693
O  2.0983  9.6861  22.209
O  10.3142  13.1139  29.2068
O  4.4582  -0.5367  21.011
O  7.3504  8.8173  27.4681
O  18.5249  5.514  19.1774
O  23.6693  15.2755  22.2182
O  -6.2033  21.1008  29.2765
O  51.9134  14.9457  28.8994
O  10.2815  2.9501  31.7591
O  4.8302  16.2897  15.0621
O  5.2901  -0.8654  18.4833
O  2.4189  5.7191  28.9614
O  -2.9071  -3.9012  21.2472
O  -12.5331  4.7124  26.3849
O  -6.2108  4.3951  17.4353
O  -15.38  10.1093  13.5438
O  2.4208  0.7449  14.8196
O  8.0321  -6.9189  21.3483
O  0.8076  11.2497  23.8961
O  13.972  -7.1784  19.3919
O  14.6646  13.8752  15.3177
O  12.575  6.312  20.442
O  2.6532  9.8114  16.7522
O  17.5692  23.4337  14.4762
O  10.9447  14.4594  16.5331
O  0.1473  5.6983  15.024
O  -1.7872  6.8961  23.6005
O  12.4437  18.5545  27.5305
O  -10.8101  18.2839  25.3451
O  -6.4993  -6.2341  22.9466
O  -0.1096  -11.1877  29.1391
O  18.1097  -1.5724  16.6719
O  -0.0589  -10.917  21.4284
O  26.63  28.7282  24.3004
O  14.8495  1.344  19.2991
O  -0.1677  16.1005  28.5017
O  -17.4059  -1.6128  23.3221
O  -6.1327  -0.0654  15.3523
O  -0.2752  -1.8959  23.2351
O  -11.8109  8.5569  27.4903
O  14.4594  2.4684  21.6722
O  -2.032  -7.6916  14.8793
O  -3.7218  -13.5013  19.0803
O  12.3387  12.7124  20.2523
O  -4.0605  5.6265  23.3266
O  -11.0821  -20.487  15.1377
O  -5.6234  4.6037  25.3697
O  0.6212  6.2911  30.7704
O  35.4278  -8.0498  24.1148
O  22.3411  8.7314  17.9727
O  36.3081  7.8933  21.117
O  39.5021  8.2462  23.1637
O  11.3806  -0.7931  13.5393
O  10.4017  -16.7445  21.4005
O  18.6056  0.0773  18.6711
O  -12.7594  1.7187  17.0108
O  18.7741  13.6713  19.0349
O  -20.7139  20.5973  26.08
O  -12.655  -8.6252  25.6478
O  11.7054  6.6534  22.9506
O  4.2078  -17.8644  30.4696
O  -8.5102  4.987  16.2649
O  4.2935  -4.9418  19.6223
O  5.9231  20.0937  25.3701
O  8.1872  -11.1028  25.8009
O  1.2934  14.6548  30.1873
O  13.7422  29.4324  18.4752
O  -9.2233  1.4031  26.0894
O  -11.5947  2.4501  21.7144
O  20.3159  7.8692  16.5642
O  3.0898  -1.9651  14.4624
O  9.9686  1.2307  19.3606
O  4.863  1.8902  28.8324
O  -17.776  -3.0902  28.5676
O  -10.3452  -7.2402  25.3582
O  13.8708  3.6142  26.5394
O  -41.8366  14.0517  13.7048
O  9.1896  -0.8712  14.9947
O  5.9436  11.083  27.1118
O  -2.4388  17.4138  28.1459
O  9.5752  -3.5721  19.1536
O  -10.5814  6.077  17.5288
H  -0.8047  1.8962  39.5741
H  0.8412  3.5375  39.5741
H  1.9135  -0.8174  39.5598
H  3.5455  0.8372  39.5598
H  0.8157  8.995  39.5746
H  -0.8261  7.3497  39.5746
H  1.8846  4.5604  39.5846
H  3.527  6.2045  39.5846
H  4.5728  1.9063  39.574
H  6.2256  3.5399  39.574
H  7.3336  -0.8549  39.5925
H  8.9814  0.784  39.5925
H  4.6054  7.3164  39.5809
H  6.2435  8.9654  39.5809
H  9.0035  6.2808  39.5669
H  7.3572  4.6399  39.5669
H  0.5332  3.2292  6.0317
H  2.1929  4.8563  6.0317
H  4.8551  2.1971  6.0053
H  3.2449  0.5208  6.0053
H  0.5305  8.7147  5.9891
H  2.1908  10.3414  5.9891
H  4.8828  7.599  6.0033
H  3.2646  5.9305  6.0033
H  5.9527  3.2811  5.9698
H  7.6194  4.901  5.9698
H  10.3578  2.1688  5.9854
H  8.7218  0.5178  5.9854
H  5.9515  8.6748  5.9967
H  7.6117  10.3015  5.9967
H  8.7026  5.9806  5.9991
H  10.3382  7.632  5.9991

Results
free energy: -140239.194 eV
free energy less fixed offsets of H -15.71, O -570.45, Si -639.56 eV per atom: 1.526 eV

Forces (eV/angstrom), in the order of the atoms: element, x, y, z
Si  0.0003  -0.0006  0.0019
Si  -0.005  0.007  0.0025
Si  0.0006  0.0131  -0.0083
Si  0.002  0.0019  0.0027
Si  -0.0006  0.0013  0.0088
Si  -0.0068  -0.0063  0.0096
Si  0.0008  -0.0045  -0.0083
Si  -0.0038  -0.0031  -0.0056
Si  0.0094  -0.0025  -0.0168
Si  -0.0032  -0.0029  0.002
Si  -0.0007  0.001  -0.0023
Si  -0.0022  -0.006  -0.001
Si  0.0019  0.0037  0.0027
Si  -0.0013  -0.0101  -0.0055
Si  -0.0181  -0.0009  -0.0054
Si  0.002  0.0143  -0.0167
Si  -0.0016  -0.0028  -0.0095
Si  0.0018  -0.0072  -0.0136
Si  0.0054  0.0016  0.0113
Si  0.005  0.004  0.004
Si  0.0062  0.0128  -0.0129
Si  0.0197  0.0039  -0.0138
Si  -0.0013  0.0106  0.009
Si  -0.0013  0.0063  0.0007
Si  -0.015  0.0156  0.0131
Si  0.0144  -0.0045  0.0056
Si  0.0101  -0.0132  0.0089
Si  -0.0202  0.0092  0.002
Si  0.0217  -0.0119  -0.0004
Si  -0.0199  0.008  0.0081
Si  -0.0129  0.0089  0.01
Si  0.0226  -0.0104  0.0132
Si  -0.0179  -0.0102  0.0237
Si  -0.0065  -0.0053  0.0514
Si  0.013  -0.0012  0.0153
Si  -0.0077  -0.0004  0.0111
Si  0.0236  0.0104  0.018
Si  -0.0072  0.0043  0.0065
Si  0.0043  0.0109  0.0331
Si  -0.007  -0.0218  0.0356
Si  0.0327  0.0239  0.1874
Si  0.0005  0.0158  0.1829
Si  -0.0121  -0.0069  0.162
Si  0.0025  -0.0029  0.1665
Si  0.0051  0.0049  0.1642
Si  -0.0144  -0.0136  0.1601
Si  0.0064  -0.004  0.1732
Si  0.0348  0.032  0.1954
Si  0.0823  0.0443  0.2755
Si  0.1043  0.1788  0.2507
Si  0.1345  -0.0109  0.26
Si  -0.1359  -0.0239  0.1887
Si  0.0841  -0.1239  0.2495
Si  -0.0968  0.0952  0.3049
Si  0.1173  0.034  0.3499
Si  0.0962  0.1537  0.3199
Si  -0.0697  0.0505  -0.3198
Si  -0.0597  -0.1206  -0.3694
Si  -0.0408  -0.1324  -0.2227
Si  -0.0088  0.084  -0.1786
Si  0.0331  -0.1518  -0.2492
Si  -0.0179  0.0194  -0.2883
Si  -0.189  0.0592  -0.4213
Si  -0.047  -0.1727  -0.3557
Si  -0.0008  0.009  -0.1907
Si  0.0298  0.0276  -0.1758
Si  -0.0166  -0.0178  -0.1538
Si  0.0051  0.0124  -0.1609
Si  -0.029  -0.0521  -0.1663
Si  -0.0074  0.0053  -0.1723
Si  -0.049  -0.0361  -0.1974
Si  0.0272  0.0057  -0.2087
Si  -0.0093  -0.012  -0.0295
Si  0.0012  0.0049  -0.0004
Si  0.0047  0.0056  -0.0187
Si  -0.0061  0.0152  -0.0098
Si  -0.001  0.0183  -0.0297
Si  0.013  -0.0166  -0.0296
Si  -0.0102  0.0023  -0.0331
Si  0.0025  0.0051  -0.0113
Si  -0.0034  0.016  -0.0096
Si  0.0152  -0.0163  -0.006
Si  0.0203  0.0107  -0.0058
Si  0.002  -0.0025  -0.0066
Si  -0.0127  -0.0064  -0.0053
Si  0.0015  -0.0059  -0.0083
Si  -0.0086  0.0044  -0.0082
Si  -0.0002  -0.0064  -0.0104
Si  0.0114  -0.0001  0.0005
Si  -0.0068  0.0078  0.015
Si  0.0011  0.01  0.0117
Si  -0.0101  -0.0063  -0.0067
Si  0.0038  0.0008  -0.0101
Si  0.0048  -0.0023  0.0166
Si  -0.0103  -0.0069  -0.0085
Si  0.0031  -0.0041  -0.0043
Si  0.0014  -0.0024  -0.0081
Si  0.003  -0.0017  -0.0092
Si  -0.0179  -0.0086  -0.0053
Si  -0.0015  -0.0037  0.002
Si  0.0026  -0.0093  0.0088
Si  -0.0052  0.0051  0.012
Si  0.0011  -0.0012  0.0216
Si  0.0135  0.0068  -0.0113
Si  0.0008  0.0003  -0.0003
Si  0.0013  0.0023  -0.0031
Si  0.0008  0.0003  -0.0094
Si  -0.0002  -0.0007  -0.0018
Si  -0.007  -0.0003  0.0008
Si  0.0001  -0.0001  -0.0018
Si  0.0031  -0.0011  -0.0104
Si  -0.0053  -0.0058  -0.001
Si  -0.0017  0.0013  0.0044
Si  -0.0012  -0.0005  -0.0023
Si  -0.0007  -0.0009  -0.0036
Si  -0.0005  0.0009  0.0083
Si  -0.001  0.0015  0.012
Si  0.0045  -0.0021  0.0046
Si  -0.0018  0.0011  -0.0033
Si  -0.0015  -0.0007  -0.0033
Si  0.0018  0.0025  0.0044
Si  0.0047  -0.0029  -0.005
Si  -0.001  0  -0.0075
Si  -0.0009  0.0024  -0.0064
Si  -0.0004  0.0023  -0.0031
Si  -0.0028  -0.0037  0.0103
Si  -0.0009  0.0018  -0.0013
Si  0.0009  -0.0009  0.0031
Si  0.0013  -0.0017  -0.0149
Si  -0.0029  0.0051  -0.0101
Si  -0.0005  0.0013  0.0038
Si  -0.0011  -0.0003  -0.0027
Si  -0.0044  -0.0055  0.0034
Si  0.0009  0.0007  -0.0465
Si  -0.0006  0.0018  0.0069
Si  0  0.0011  -0.0061
Si  -0.0012  0.0023  0
Si  -0.0002  -0.0001  -0.0009
Si  -0.0009  0.002  0.0004
Si  0.001  -0.0005  -0.0297
O  -0.0014  -0.0003  0.0037
O  0.0009  -0.0012  0.0082
O  0  0.0006  0.0051
O  0.0016  -0.0023  0.0005
O  0.0013  0.002  0.0003
O  0  0.0004  -0.002
O  -0.0034  0.0011  0.0012
O  0.0035  -0.0009  0.0034
O  0  0.0014  -0.0017
O  0.0032  0.0031  -0.0075
O  0  0.0001  0.0098
O  -0.0004  0.0012  0.0006
O  0.007  -0.0017  -0.0053
O  0.0001  -0.0011  0.0004
O  0.0081  -0.0045  -0.013
O  0.0004  -0.0036  0.0037
O  -0.0021  0.0006  0.006
O  0.0022  0.0008  0.0008
O  -0.0008  -0.0003  -0.0166
O  -0.0006  -0.0007  0.0003
O  -0.0009  0.0018  -0.0039
O  -0.0016  0.0062  -0.0053
O  -0.0008  -0.0045  0.004
O  0.0002  0.0015  0.0026
O  0  -0.0014  -0.0006
O  -0.0006  -0.0003  0.0006
O  0.001  0.0039  -0.0009
O  -0.0042  -0.0016  -0.0002
O  -0.0014  -0.0027  0.0028
O  0.0039  0.0053  0.0022
O  -0.0018  0.0011  0.0027
O  0.0022  0.0009  -0.0074
O  -0.0022  0.0003  -0.0021
O  -0.0003  0.0002  -0.001
O  -0.0006  0.001  0.0018
O  -0.0004  0.0025  0.0075
O  0.003  0.0012  0.0027
O  -0.0012  0.0014  0.0044
O  0.0003  0.002  0.0045
O  0.0033  0.0047  0.0007
O  -0.001  -0.0017  0.0049
O  0.0031  -0.0008  -0.0027
O  -0.0016  -0.0009  -0.0028
O  0.004  0.0009  -0.0013
O  -0.0004  0.0014  0.0052
O  -0.0003  -0.0001  -0.0005
O  -0.0004  0.0022  -0.0015
O  -0.0036  -0.0007  0.003
O  0.0002  -0.0008  0.0011
O  -0.0026  -0.0001  0.0022
O  -0.0012  0.0003  0.0035
O  -0.0035  0.0025  0.0005
O  -0.0018  -0.0001  -0.0013
O  -0.001  -0.0008  0.0018
O  -0.0017  0.0002  0.0013
O  0.0009  0.0005  -0.0034
O  0  0.0011  0.0003
O  -0.0034  0.0022  -0.0023
O  -0.0073  0.0041  0.0024
O  -0.0013  0.0009  0.0055
O  -0.001  0.0021  0.0018
O  -0.0023  -0.0002  0.0024
O  -0.001  0.0026  0.0044
O  -0.0004  -0.0018  0.0073
O  0.0009  0.0018  -0.0051
O  -0.0017  0.0008  0.0027
O  0.002  0.0013  -0.0034
O  -0.001  0.0013  0.0009
O  -0.0003  -0.0001  0.0012
O  0.0047  0.006  0.0022
O  -0.0033  -0.0013  -0.0052
O  -0.0028  0  -0.004
O  -0.0017  0.0012  0.002
O  0.0014  0.0016  -0.0055
O  -0.0008  0.0007  0.0039
O  -0.0004  0.0014  0.0025
O  -0.0046  -0.0001  -0.0066
O  0.0027  0.0016  0.0058
O  0.0011  -0.002  0.0022
O  0.0002  0.0015  0.0036
O  -0.0008  0.0001  0.0016
O  -0.0012  0.0002  -0.0084
O  -0.0002  0.0003  0.0035
O  -0.0053  -0.002  0.0048
O  0.0019  -0.0056  0.0031
O  0.0018  0.006  -0.0026
O  -0.0029  -0.0002  0.0053
O  -0.0018  0.0012  -0.0029
H  0.2866  0.1693  -0.3073
H  -0.368  -0.4016  -0.2088
H  0.2282  0.288  -0.3063
H  -0.281  -0.4265  -0.2121
H  -0.3244  -0.2487  -0.237
H  0.2193  0.4055  -0.2571
H  0.4747  0.2741  -0.2231
H  -0.1024  -0.3838  -0.2943
H  0.2477  0.4567  -0.2124
H  -0.3766  -0.0731  -0.276
H  0.4717  0.1231  -0.2381
H  -0.2544  -0.2519  -0.2463
H  0.2266  0.2991  -0.2844
H  -0.2764  -0.3285  -0.2295
H  -0.379  -0.3025  -0.2129
H  0.2158  0.2379  -0.2937
H  0.321  0.3201  0.266
H  -0.3185  -0.2836  0.2789
H  -0.3179  -0.2153  0.3074
H  0.3127  0.3606  0.2289
H  0.2248  0.3641  0.2561
H  -0.243  -0.3845  0.285
H  -0.3324  -0.2677  0.2787
H  0.2932  0.3036  0.2795
H  0.2963  0.2751  0.2508
H  -0.2413  -0.3363  0.2805
H  -0.4018  -0.2566  0.2332
H  0.2969  0.203  0.279
H  0.2633  0.3816  0.2244
H  -0.2622  -0.2381  0.2813
H  0.3532  0.2589  0.2452
H  -0.2455  -0.3235  0.3069

The program warned: the cutoff lies below the one the program advises for these potential files; the forces do not sum to zero within the program's tolerance; empty levels may hold ghost states of the PAW files; the exchange-correlation potential is rough where the density is thin.
